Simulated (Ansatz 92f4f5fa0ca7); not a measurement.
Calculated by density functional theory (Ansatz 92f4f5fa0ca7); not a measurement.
Periodic cell of 288 atoms, Si144O112H32, with a vacuum gap, from a study of silicon, its oxide and their interface. The atomic structure is a simulated model.

Settings: functional r2SCAN; potential files Ansatz PAW; basis plane waves; wave-function cutoff 800 eV; density cutoff ratio 5; exchange-correlation grid ratio 1; k mesh 1 x 1 x 1, shifted by 0.5 0.5 0 of a step; self-consistency stop 1e-11 eV per atom in the density residual; occupations fixed; spin none; net charge 0; applied field sawtooth along c, amplitude +0.015 V/angstrom in the program's sign convention, ramp centred at 0.9896 of c and 0.0207 of c wide, no dipole correction.

Cell vectors (angstrom)
a, 10.887, 0, 0
b, 0, 10.887, 0
c, 0, 0, 48.2433

Atoms and the computed forces on them: element, x, y, z (angstrom), force x, y, z (eV/angstrom)
Si, -5.3381, -0.0278, 34.1404, 0.0146, -0.0021, 0.0112
Si, 5.5621, 2.8763, 37.3831, 0.0104, 0.0277, 0.0005
Si, -3.5487, 11.1088, 28.8566, 0.0001, -0.0012, 0.0277
Si, 5.1502, 5.9687, 34.578, 0.0042, -0.0144, 0.0226
Si, -0.3676, -7.5119, 31.2304, 0.0028, 0.0017, 0.0344
Si, 2.7223, 3.298, 33.6256, -0.0137, 0.0037, 0.0217
Si, 9.2545, 3.9752, 36.0068, 0.021, 0.0116, 0.0036
Si, 11.7058, 7.4648, 33.3486, -0.0297, -0.0049, -0.0095
Si, 4.2354, 3.2895, 31.0085, -0.0038, -0.0026, 0.0266
Si, -0.7477, -0.847, 36.0427, -0.0053, 0.0073, -0.0008
Si, 2.9404, 5.3827, 37.4938, 0.0048, 0.0194, 0.0059
Si, 4.0093, 9.5812, 35.5406, 0.0177, 0.0052, -0.0024
Si, 5.723, 5.9487, 27.3141, 0.0002, -0.0017, 0.0234
Si, 11.582, 1.0462, 35.9093, -0.0039, 0.0058, -0.006
Si, -0.6694, 6.5255, 31.7741, 0.0263, 0.0128, 0.0381
Si, 13.5271, 10.9545, 36.9763, -0.0245, -0.0248, 0.0094
Si, -0.0822, 2.7623, 37.3061, -0.0341, -0.0177, -0.0017
Si, 5.3867, -2.4928, 37.1886, -0.0088, -0.0285, 0.0011
Si, 0.1522, 8.2285, 37.2708, 0.0187, 0.0261, 0.0076
Si, 4.2773, 4.1965, 35.9477, 0.0072, 0.0063, -0.0142
Si, 8.2428, 0.1124, 37.1276, 0.0307, 0.0299, 0.0034
Si, 7.0519, 1.8162, 35.9637, -0.0085, -0.0057, -0.0031
Si, 8.0922, 5.5416, 37.3046, -0.0211, -0.0244, 0.0031
Si, 6.7599, 6.9631, 35.9797, -0.0066, 0.0101, -0.0085
Si, 1.3923, 4.0494, 38.6276, 0.0089, 0.0133, 0.0163
Si, 4.0565, 1.3899, 38.4417, 0.0292, 0.0394, 0.0356
Si, 1.4766, 9.5936, 38.6001, 0.003, 0.0031, 0.019
Si, 4.2121, 6.9125, 38.6843, 0.0059, 0.005, 0.0186
Si, 6.8349, 4.209, 38.7761, 0.0088, 0.0193, 0.0167
Si, 9.4808, 1.4058, 38.6816, 0.0331, 0.0072, 0.015
Si, 6.8415, 9.6572, 38.5069, -0.007, -0.0064, 0.0403
Si, 9.5699, 6.8873, 38.5492, -0.0156, -0.0249, 0.0278
Si, 0.0152, 0.0089, 39.9534, -0.0326, 0.0034, 0.1412
Si, 2.7343, 2.6741, 39.9322, -0.0058, 0.0041, 0.2128
Si, 0.0167, 5.4703, 39.9052, -0.0064, 0.012, 0.1952
Si, 2.7621, 8.2088, 39.9975, 0.015, -0.0149, 0.1451
Si, 5.4321, 0.0665, 39.8647, -0.018, -0.0198, 0.1984
Si, 8.1508, 2.7575, 40.0578, -0.0047, -0.0031, 0.1518
Si, 5.4806, 5.5387, 40.0971, -0.0143, -0.0106, 0.1449
Si, 8.1599, 8.2268, 39.8808, 0.0092, 0.0073, 0.2083
Si, 1.3804, 1.348, 41.3118, 0.0025, -0.0915, 0.4005
Si, 4.0575, 4.0715, 41.3098, 0.0787, 0.2163, 0.2182
Si, 1.3614, 6.798, 41.304, 0.0521, 0.2162, 0.1841
Si, 4.154, 9.5586, 41.29, -0.157, -0.0281, 0.2969
Si, 6.7219, 1.3829, 41.3276, 0.1476, 0.2249, 0.2849
Si, 9.5638, 4.1298, 41.3111, -0.0938, -0.162, 0.4505
Si, 6.8961, 6.8714, 41.3581, -0.2937, -0.0523, 0.4566
Si, 9.4952, 9.5348, 41.2943, 0.2038, 0.1045, 0.1701
Si, 0.0091, 2.7364, 6.894, -0.2284, -0.0269, -0.4442
Si, 2.7573, -0.0125, 6.9011, -0.1032, -0.0839, -0.4575
Si, -0.0833, 8.0967, 6.8994, 0.168, 0.0846, -0.3072
Si, 2.7027, 5.4029, 6.9469, 0.258, -0.0215, -0.1503
Si, 5.3714, 2.7103, 6.9814, 0.117, -0.0103, -0.1322
Si, 8.0919, -0.0018, 6.9219, 0.0243, 0.1733, -0.1614
Si, 5.4762, 8.1784, 6.9327, -0.0442, -0.2887, -0.3896
Si, 8.1987, 5.4422, 6.9626, -0.1687, -0.2055, -0.2777
Si, 1.3305, 4.0349, 8.3191, 0.0389, 0.0069, -0.2244
Si, 4.0214, 1.3346, 8.3711, 0.048, -0.0027, -0.1858
Si, 1.3442, 9.4665, 8.1103, -0.0148, -0.0031, -0.1591
Si, 4.1477, 6.7398, 8.25, 0.0186, -0.0304, -0.1373
Si, 6.7845, 4.0723, 8.2655, 0.0136, 0.0055, -0.1368
Si, 9.4655, 1.4154, 8.1991, -0.0185, 0.0065, -0.1516
Si, 6.7656, 9.508, 8.3436, 0.0142, 0.0123, -0.1987
Si, 9.5101, 6.7394, 8.3917, -0.0249, 0.0164, -0.2056
Si, -0.0385, -0.0366, 9.3656, 0.0037, -0.0062, 0.0015
Si, 2.5888, 2.64, 9.7358, -0.0045, -0.0147, -0.0318
Si, -0.0188, 5.3186, 9.745, -0.0216, -0.0019, -0.0515
Si, 2.6625, 8.0732, 9.4397, 0.0102, 0.0329, 0.0013
Si, 5.3679, -0.0619, 9.7258, -0.0262, -0.0218, -0.0355
Si, 8.1137, 2.7331, 9.6475, 0.0064, -0.0209, -0.0217
Si, 5.4733, 5.3677, 9.7009, -0.0212, 0.0017, -0.0124
Si, 8.0627, 8.077, 9.7033, -0.0017, 0.0042, -0.0358
Si, 1.1352, 1.1789, 10.9681, -0.0254, -0.0385, -0.0193
Si, 4.0097, 4.0115, 11.0103, 0.021, 0.018, 0.0027
Si, 3.1129, 5.7797, 12.3259, 0.0027, -0.0138, 0.0045
Si, 3.8502, 9.4193, 10.917, -0.0357, -0.0336, -0.0033
Si, 8.5466, 0.1175, 12.1833, -0.0146, 0.0015, 0.0032
Si, 8.5576, 5.7461, 12.5927, 0.0104, 0.0055, 0.0047
Si, 4.6798, 7.6374, 12.1664, -0.0014, 0.0056, 0.0131
Si, 9.5841, 9.4961, 10.7437, 0.0313, 0.0408, 0.0029
Si, 2.5354, 4.9203, 14.5812, -0.0028, -0.0006, 0.011
Si, 4.7592, 1.1007, 14.8478, 0.0024, 0.0002, 0.0212
Si, 0.3863, 8.4845, 12.0314, -0.0225, -0.0114, 0.0133
Si, 1.4384, 6.7301, 10.93, 0.0321, 0.039, -0.0111
Si, -0.0675, -4.5262, 19.857, 0.0011, -0.0022, 0.019
Si, 2.0314, -0.6298, 12.2002, 0.0208, 0.0068, 0.0144
Si, 7.4683, 10.9822, 16.2131, -0.0044, 0.006, 0.0289
Si, 9.4713, 4.0045, 11.1667, -0.0249, -0.014, -0.0093
Si, -0.7033, 1.9671, 12.2575, -0.0013, 0.0019, 0.0212
Si, 1.3235, 9.0271, 16.6518, 0.0059, 0.0058, 0.0295
Si, 2.0969, 10.9614, 14.4503, -0.0017, -0.0027, 0.0117
Si, 6.75, 6.7492, 11.2132, -0.0191, -0.0288, -0.0007
Si, 5.8462, -0.8664, 18.3197, -0.0019, 0.0027, 0.0272
Si, 7.1221, 1.6287, 18.5296, 0.0015, 0.0008, 0.0255
Si, 4.0486, -2.8704, 17.2871, -0.0028, 0.0014, 0.0297
Si, 6.5767, 4.7817, 14.3637, -0.0133, 0.0044, 0.0253
Si, -15.2568, 4.8596, 29.9035, 0.0009, 0.0026, 0.0205
Si, 26.1622, -6.9165, 16.0059, -0.002, -0.0021, 0.0223
Si, -0.7977, 21.6999, 28.1093, 0.007, -0.0025, 0.018
Si, 3.6805, 11.8241, 25.0068, 0.0022, -0.005, 0.0273
Si, -18.6556, 31.2358, 29.3078, -0.0041, 0.0038, 0.0187
Si, 22.0833, 13.4957, 17.8618, 0.0001, 0.0001, 0.028
Si, 16.5381, -17.1022, 22.0965, -0.0005, -0.0006, 0.0234
Si, -6.6359, 18.2792, 22.444, -0.0009, 0.0029, 0.0278
Si, -7.8813, 2.8868, 22.6524, 0.0025, -0.0016, 0.0303
Si, -0.6191, 16.7335, 25.2523, -0.0007, -0.0045, 0.0321
Si, 21.3326, -13.065, 24.0804, -0.0005, -0.001, 0.0298
Si, 12.0075, -0.0035, 19.2768, -0.0002, 0.0005, 0.0206
Si, -2.5047, 14.189, 22.145, 0.0022, -0.0027, 0.0225
Si, -13.1321, 15.1254, 29.1387, 0.0068, -0.0021, 0.0236
Si, -0.3853, 20.3428, 33.7873, 0.0008, -0.0085, 0.0066
Si, -5.4485, -1.0061, 21.0923, 0.0012, -0.0034, 0.0233
Si, 3.039, 0.9509, 20.2601, 0.0015, -0.0001, 0.0238
Si, -7.0383, 30.042, 27.3316, 0.0046, -0.0029, 0.0196
Si, -5.171, 29.5021, 14.7335, -0.0009, -0.0017, 0.0236
Si, 0.5851, 5.4967, 34.584, -0.0042, 0.0117, 0.0009
Si, 14.0201, 3.6173, 18.7816, -0.0055, -0.0014, 0.029
Si, -9.8918, 13.0402, 14.7632, 0.0054, -0.0049, 0.0263
Si, -19.1226, 19.8943, 24.6036, 0.0028, 0.0036, 0.0296
Si, -14.103, -13.0242, 33.7316, 0.0052, 0.0095, 0.0168
Si, 7.022, 17.4354, 32.2204, 0.0037, 0.0044, 0.0245
Si, -16.7508, 11.2136, 30.9625, -0.0018, 0.0047, 0.0287
Si, 12.531, 6.7211, 36.204, -0.0014, -0.0271, -0.0081
Si, 20.5182, -5.7077, 18.164, -0.0032, 0, 0.0281
Si, -13.3956, 10.3256, 25.4884, 0.003, -0.0067, 0.0295
Si, 29.0477, 26.1544, 19.6036, -0.0004, -0.0004, 0.0314
Si, -16.3705, 2.6067, 12.2823, -0.0229, -0.0066, 0.02
Si, -2.4745, -1.4942, 14.0755, -0.0132, 0.0057, 0.0223
Si, -14.9349, -9.6191, 11.0051, 0.0317, 0.0128, -0.0044
Si, -10.4328, -13.5815, 29.4469, -0.0069, -0.0098, 0.0269
Si, -7.7894, -25.1066, 34.4991, -0.0062, 0.0113, 0.0123
Si, 9.8871, -3.372, 13.6501, 0.0165, 0.0132, -0.0064
Si, 10.1398, 9.0565, 21.069, -0.002, -0.004, 0.0295
Si, 12.7561, 3.7438, 29.2117, -0.0008, -0.0006, 0.0188
Si, 2.0327, 1.1151, 27.7196, 0.002, 0.0012, 0.031
Si, 11.3545, -16.3035, 28.1614, 0.0069, 0.0023, 0.0122
Si, -4.1429, -2.2057, 27.2783, 0.0013, -0.0017, 0.0177
Si, -13.8231, 22.2337, 21.261, 0.0015, -0.0023, 0.0264
Si, 7.7419, 4.1086, 26.1522, 0.0007, 0.001, 0.0273
Si, 10.8352, -4.287, 15.6697, -0.0048, -0.0065, 0.0291
Si, 6.8035, -9.6841, 25.8965, 0.0019, 0.0006, 0.0453
Si, 0.5588, 1.4047, 33.4693, 0.0026, -0.0021, 0.0158
Si, -7.9098, 6.4192, 19.7248, -0.0014, 0.0024, 0.0289
Si, 11.1534, -6.2691, 22.5973, 0.0029, -0.0009, 0.032
O, 4.3065, -19.4025, 15.7297, -0.0003, -0.001, -0.0091
O, 7.5543, -12.7857, 25.9249, 0.0085, 0.007, -0.0086
O, -2.8397, 5.3807, 18.5895, 0.0047, 0.0009, -0.0035
O, -3.0135, -3.1884, 34.9605, 0.0044, 0.012, -0.0207
O, -9.8253, -1.6766, 24.4055, 0.0025, -0.0019, -0.005
O, -4.8034, -7.1748, 13.2731, 0.0058, -0.0015, -0.0206
O, 6.223, 0.5488, 15.2559, -0.0045, 0.0012, -0.0122
O, 22.9307, 9.9756, 15.3577, 0.001, 0.0074, -0.018
O, 6.0194, -9.4723, 34.7404, -0.0064, -0.0137, -0.016
O, -17.4831, -15.0853, 27.0945, 0.0027, 0.0014, -0.0077
O, 24.1191, 13.5289, 28.1231, 0.0052, -0.0072, -0.0039
O, 15.1522, 9.8867, 30.3901, -0.0056, -0.0053, -0.0158
O, -19.9477, 19.6988, 30.0828, 0.0125, 0.0037, -0.0096
O, 22.262, -19.5089, 16.2997, 0.0056, -0.0025, -0.0221
O, 17.8252, -0.8501, 34.3159, -0.0041, -0.0122, -0.0085
O, -4.7627, -16.1222, 33.2516, 0.0049, 0.0034, -0.0124
O, -4.9022, 4.3387, 15.8015, 0.0058, 0.0034, -0.0198
O, 5.2028, 7.5489, 16.2514, 0.0066, -0.0015, -0.022
O, 3.9177, 7.0024, 18.5363, 0.0035, 0.0065, -0.0196
O, 8.4081, 14.6912, 20.6076, 0, 0.0024, -0.0099
O, 11.1875, -21.9174, 33.0081, 0.0003, 0.0018, -0.0034
O, -14.9935, 33.6893, 27.5454, 0.001, 0.0002, -0.0119
O, -13.628, -5.9014, 14.0492, -0.0013, 0.0029, -0.0183
O, 4.4223, 20.381, 17.8132, -0.0013, -0.0041, -0.0095
O, -4.7262, 9.3153, 19.7396, 0.0016, 0.0011, -0.0182
O, -10.6829, 1.249, 18.7423, -0.0011, 0.0075, -0.0135
O, -2.2401, 17.2356, 32.2586, -0.0055, -0.0033, -0.0091
O, -13.505, 3.6922, 27.6426, -0.0034, -0.001, -0.0206
O, -0.3509, 2.1576, 13.8526, -0.0057, -0.0001, -0.0169
O, 17.7181, -3.7817, 27.606, 0.0005, 0.0009, -0.0021
O, 11.0397, 7.9235, 16.609, -0.004, -0.0047, -0.0137
O, 11.1395, 16.3783, 23.9452, 0.0087, -0.0096, -0.0242
O, -13.8675, 1.3672, 17.1258, 0.0022, -0.0053, -0.018
O, 16.4476, 5.0324, 28.6154, -0.0024, 0.0025, -0.0127
O, 4.0437, -6.7343, 17.567, 0.0052, 0.005, -0.0255
O, 0.1201, 16.3911, 21.2455, -0.0011, 0.0061, -0.0264
O, -15.269, -4.6301, 30.7294, -0.0009, -0.0061, -0.0137
O, -32.9504, 9.3785, 28.6523, -0.0016, 0.0085, -0.0159
O, -14.7404, 19.5202, 14.5585, 0.0019, -0.0033, -0.0092
O, 32.0655, 18.4054, 30.4774, -0.0018, 0.0058, -0.0289
O, -30.8039, 3.4547, 14.2839, -0.0045, 0.0011, -0.0143
O, -2.1869, -11.3514, 15.3358, 0.0058, -0.0063, -0.0169
O, -15.0816, 3.1533, 18.7305, -0.0017, -0.0037, -0.019
O, -18.4336, 39.74, 21.1467, -0.0045, -0.0042, -0.0244
O, -5.68, -1.7693, 27.0124, 0.0002, -0.0015, -0.0073
O, -1.4318, -0.2454, 26.6498, -0.009, -0.0007, -0.0257
O, 11.3208, 22.7135, 27.8876, -0.0007, -0.0031, -0.0071
O, 1.4389, 6.7711, 19.3631, 0.0036, -0.0008, 0.0036
O, 19.7601, 37.6565, 25.3777, 0.0056, 0.0024, -0.0117
O, -39.3976, 1.6854, 30.7603, 0.0015, -0.0046, -0.0095
O, 17.3436, 21.8321, 21.752, 0.0018, -0.0007, -0.0149
O, -7.2553, 2.1919, 19.3564, 0.0008, 0.0078, -0.0057
O, -1.8176, -1.7294, 33.0469, -0.0167, 0.0002, 0.0003
O, -8.209, 8.1639, 16.4867, -0.0032, 0.0003, -0.008
O, -11.8968, 5.2686, 28.8457, 0.0024, 0.0006, -0.01
O, 2.6486, 11.8126, 26.2484, 0.0082, -0.0022, -0.0199
O, -1.066, 25.469, 22.7571, -0.0017, -0.0019, -0.009
O, -5.1042, -7.1719, 30.7881, 0.0056, 0.002, -0.01
O, 1.3356, -33.6721, 18.0174, -0.0004, -0.0094, -0.0173
O, -29.3957, 13.0937, 24.0944, -0.0027, 0.009, -0.021
O, 3.8332, 3.6937, 32.5302, 0.0044, -0.0025, -0.0156
O, 7.0079, -1.1107, 17.2202, 0.0048, 0.0017, -0.0197
O, -12.9306, -0.8827, 21.2664, 0.0003, 0.0029, -0.0107
O, -16.5211, 33.7403, 25.403, -0.004, -0.0001, -0.0104
O, -1.962, -10.3477, 29.0767, -0.0023, -0.001, -0.0104
O, -2.5296, 12.567, 22.246, -0.0012, -0.0054, -0.0098
O, -26.7273, -4.6451, 14.1405, 0.0034, -0.0055, 0.0008
O, 36.279, -0.0182, 15.0795, 0.0011, 0.0035, -0.0094
O, -0.2085, -5.921, 31.5741, -0.0021, -0.0085, -0.0125
O, -6.5015, 14.5472, 22.2376, 0.004, 0.0016, -0.0086
O, -20.1733, 14.3607, 18.3055, -0.0014, -0.0005, -0.0019
O, -4.5298, -5.8967, 26.1672, 0.0055, -0.0038, -0.0198
O, -6.2575, 19.2059, 13.6992, 0.0008, -0.0049, -0.0102
O, 3.2879, 18.7071, 23.6791, 0.0087, -0.0069, -0.0195
O, -22.1704, -19.3761, 32.543, -0.003, 0.0101, -0.0197
O, -10.6079, -27.2172, 26.545, -0.0087, 0.0019, -0.0317
O, -0.9666, 14.4481, 18.1434, 0.004, -0.0052, -0.0049
O, 10.0401, -17.0598, 34.7637, 0.0082, 0.0071, -0.0111
O, -0.9061, 29.5274, 20.1035, 0.0033, -0.007, -0.0108
O, 16.0761, 6.0922, 22.7617, 0.0013, -0.0018, -0.0087
O, 3.2303, 4.1222, 30.0318, -0.0022, 0.0029, -0.012
O, -1.692, -7.6852, 30.2859, -0.0062, 0.0027, -0.0145
O, -9.9301, -25.6703, 28.4789, 0.0029, -0.0039, -0.0196
O, 12.2533, -5.0695, 15.3431, 0.0013, 0.0019, -0.0105
O, 2.6423, -9.2166, 21.6538, 0.0022, -0.0097, -0.0179
O, 23.851, 1.8954, 33.1295, 0.0069, 0.0047, -0.0114
O, -8.1728, -10.8853, 28.6541, 0.0001, 0.0007, -0.0111
O, 4.6845, 12.3942, 13.276, -0.0007, 0.0052, -0.0086
O, -3.5978, 20.399, 28.5421, -0.0015, 0.0029, -0.0014
O, 31.0943, -1.0035, 24.2372, 0.0074, -0.0029, -0.0137
O, 17.8987, 14.8887, 22.7598, 0.0006, 0.0003, -0.0093
O, -20.0808, 14.7308, 22.6153, 0.0012, -0.001, -0.0107
O, 11.799, 13.8833, 30.3099, 0.0072, 0.0028, -0.0187
O, -8.103, 30.3851, 26.1693, -0.0035, 0.0038, -0.0228
O, 7.9957, 11.9327, 19.7516, -0.003, 0.0032, -0.0128
O, 5.1868, -23.9927, 22.1074, 0.0021, 0.0039, -0.0149
O, 3.4426, -11.3833, 24.2639, -0.0003, -0.0028, -0.0112
O, -0.997, 27.4473, 16.6253, 0.0057, 0.0083, -0.0276
O, -6.7965, 21.54, 20.6347, -0.0037, 0.0008, -0.0111
O, 10.0286, -3.4336, 25.0471, 0.0036, 0.0036, -0.0168
O, 17.328, 0.5172, 30.1698, 0.0085, -0.0018, -0.0126
O, -3.4892, 13.5588, 25.4732, -0.0008, -0.0059, -0.0102
O, -4.159, 8.0987, 32.5899, -0.0035, -0.0028, -0.0045
O, 29.9521, 13.7705, 35.3874, -0.0045, -0.0032, -0.0034
O, 16.6445, -10.1423, 18.47, 0.0028, -0.0028, -0.0206
O, 10.4858, 19.2695, 22.4971, 0.0015, 0.0004, -0.0248
O, -4.8166, 15.8588, 20.5291, 0.0037, -0.0009, -0.0141
O, -10.4869, -0.8504, 20.4643, 0.0056, 0.0061, -0.0174
O, 5.2178, -21.6529, 32.5608, -0.0005, 0.001, -0.0184
O, 3.1663, 4.8159, 19.8686, 0.0014, -0.0022, -0.0043
O, -9.2951, 15.3308, 33.8037, 0.0127, -0.013, -0.0177
O, 3.4023, -7.8018, 35.076, -0.009, -0.0088, -0.0095
H, 0.5637, 2.1749, 42.2442, 0.3113, -0.222, -0.2748
H, 2.2071, 0.5312, 42.2442, -0.3467, 0.243, -0.2337
H, 3.2286, 4.8861, 42.2422, 0.1999, -0.4064, -0.2534
H, 4.8647, 3.2353, 42.2422, -0.3253, 0.4114, -0.2621
H, 0.4971, 7.5749, 42.2365, 0.2958, -0.2195, -0.2712
H, 2.1669, 5.9602, 42.2365, -0.28, 0.3286, -0.2874
H, 4.958, 8.7194, 42.2225, -0.1741, 0.4039, -0.3125
H, 3.3081, 10.3556, 42.2225, 0.3981, -0.1751, -0.2442
H, 7.5393, 0.5567, 42.26, -0.3125, 0.1465, -0.2883
H, 5.893, 2.1976, 42.26, 0.3525, -0.4262, -0.2356
H, 10.367, 3.2898, 42.2436, -0.148, 0.3805, -0.2635
H, 8.726, 4.9353, 42.2436, 0.4049, -0.2497, -0.256
H, 7.679, 6.0125, 42.2906, -0.0974, 0.4991, -0.2725
H, 6.041, 7.6585, 42.2906, 0.4627, -0.1446, -0.1946
H, 10.2773, 8.6751, 42.2268, -0.2792, 0.2552, -0.2637
H, 8.6578, 10.3406, 42.2268, 0.3053, -0.1914, -0.2966
H, 0.8258, 1.9095, 5.9616, -0.2627, 0.2292, 0.292
H, -0.7941, 3.5764, 5.9616, 0.4217, -0.2637, 0.1792
H, 3.6032, -0.8095, 5.9687, -0.23, 0.4382, 0.2342
H, 1.9306, 0.8044, 5.9687, 0.3217, -0.1915, 0.2557
H, -0.8655, 8.9563, 5.967, 0.0394, -0.4638, 0.2534
H, 0.781, 7.3197, 5.967, -0.4849, 0.0683, 0.1985
H, 3.5316, 4.5883, 6.0144, -0.51, 0.2583, 0.176
H, 1.8972, 6.2407, 6.0144, 0.2331, -0.2473, 0.3357
H, 6.2003, 1.8956, 6.0489, -0.3671, 0.2174, 0.2685
H, 4.5643, 3.5465, 6.0489, 0.2884, -0.4156, 0.2729
H, 8.9293, -0.8077, 5.9895, -0.2804, 0.2086, 0.3
H, 7.2745, 0.8244, 5.9895, 0.1654, -0.4606, 0.2148
H, 6.3313, 7.3913, 6.0003, -0.2331, 0.3321, 0.2221
H, 4.6722, 9.0177, 6.0003, 0.2339, -0.3945, 0.2836
H, 9.0365, 4.6367, 6.0301, -0.3529, 0.2886, 0.2748
H, 7.4159, 6.3012, 6.0301, 0.269, -0.2603, 0.2792

Results
free energy: -156482.422 eV
free energy less fixed offsets of H -15.71, O -570.45, Si -639.56 eV per atom: 7.338 eV

The program warned: the cutoff lies below the one the program advises for these potential files; the forces do not sum to zero within the program's tolerance; empty levels may hold ghost states of the PAW files; the exchange-correlation potential is rough where the density is thin.
